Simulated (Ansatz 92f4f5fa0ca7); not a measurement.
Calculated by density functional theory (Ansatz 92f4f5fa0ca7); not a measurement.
Periodic cell of 215 atoms, Si132O82P1, from a study of silicon, its oxide and their interface. The atomic structure is a simulated model.
Doubt: the cutoff is far below the 930 eV that the study's wrapper takes by default for these files, so forces and energies are approximate.

Settings: functional PBE; potential files Ansatz PAW; basis plane waves; wave-function cutoff 580 eV; density cutoff ratio 5; exchange-correlation grid ratio 1; k mesh 1 x 1 x 1, Gamma-centred; self-consistency stop 5e-08 eV per atom in the density residual; occupations fixed; spin none; net charge +1 e, with a uniform compensating background and no finite-size correction.

Cell vectors (angstrom)
a, 10.938, 0, 0
b, 0, 10.938, 0
c, 0, 0, 31.5432

Atoms and the computed forces on them: element, x, y, z (angstrom), force x, y, z (eV/angstrom)
Si, 10.4139, 0.592, 24.3409, 0.0444, -0.0164, -0.1515
Si, 6.0232, 10.5152, 24.1491, -0.0327, 0.0658, -0.1377
Si, 2.1085, 3.2672, 24.0852, 0.0064, -0.062, -0.1718
Si, 8.6847, 2.2771, 24.3079, -0.0663, 0.0173, -0.1424
Si, 0.4774, 5.0706, 24.1686, -0.0366, 0.0594, -0.1462
Si, 5.0304, 5.9131, 24.2035, 0.0501, -0.0673, -0.1609
Si, 3.3738, 7.667, 24.169, -0.0195, 0.0123, -0.1593
Si, 7.8117, 8.8443, 23.9982, 0.0691, -0.0425, -0.1678
Si, 1.3278, 1.4909, 25.4515, -0.0183, 0.0307, 0.0701
Si, 6.8967, 1.3201, 25.4939, 0.0261, -0.0321, 0.0908
Si, 4.0083, 4.1152, 25.3295, -0.0287, 0.0046, 0.0386
Si, 9.6433, 4.1159, 25.4245, 0.0369, -0.0368, 0.0617
Si, 1.476, 6.8296, 25.3745, 0.0177, -0.0189, 0.0603
Si, 6.8803, 6.9615, 25.2472, -0.0121, 0.0226, 0.012
Si, 4.2115, 9.5489, 25.3493, 0.0136, -0.0235, 0.0401
Si, 9.5172, 9.6547, 25.4339, -0.053, 0.0084, 0.0872
Si, 2.7614, 0.0183, 26.6541, 0.0097, 0.0139, -0.1444
Si, 8.2025, -0.0151, 26.9415, 0.017, -0.0087, 0.2091
Si, -0.0009, 2.781, 26.9168, 0.0094, -0.0046, 0.1967
Si, 5.4304, 2.751, 26.6773, 0.0104, -0.0164, -0.1164
Si, 2.7377, 5.4482, 26.844, 0.005, -0.0011, 0.1263
Si, 8.2034, 5.5382, 26.6432, 0.0326, 0.0068, -0.1297
Si, 0.023, 8.2235, 26.664, 0.0272, 0.0174, -0.1235
Si, 5.5373, 8.2105, 26.7993, 0.0167, 0.0117, 0.0895
Si, 4.094, 1.3748, 28.0726, -0.0072, 0.0387, 0.058
Si, 9.5795, 1.3792, 28.2721, -0.0008, 0.0101, -0.3661
Si, 1.3753, 4.1325, 28.2718, -0.0021, -0.0589, -0.3536
Si, 6.8195, 4.1508, 28.024, 0.019, -0.0625, 0.1204
Si, 4.1498, 6.8302, 28.1556, -0.0932, 0.0275, -0.1044
Si, 9.5837, 6.8608, 28.0527, -0.0271, 0.0049, 0.0829
Si, 1.3851, 9.5979, 28.0457, -0.0447, -0.0021, 0.1212
Si, 6.8286, 9.5401, 28.2701, 0.0555, 0.0731, -0.3396
Si, 0.0423, -0.0156, 29.5363, 0.0495, -0.0701, 0.0231
Si, 5.4302, 0.0238, 29.4975, -0.005, 0.0113, 0.0455
Si, 2.7579, 2.7144, 29.5336, 0.0358, -0.0301, 0.0534
Si, 8.1588, 2.7843, 29.4868, -0.0492, 0.0446, -0.0149
Si, -0.0334, 5.5188, 29.5082, -0.0156, 0.0196, 0.0473
Si, 5.4964, 5.4606, 29.5159, 0.0278, -0.0419, 0.0057
Si, 2.739, 8.2254, 29.4585, 0.0287, -0.0312, -0.055
Si, 8.2427, 8.1698, 29.5371, 0.0602, -0.0566, 0.0616
Si, 1.3931, 1.3545, 30.9166, -0.0032, 0.0243, 0.0187
Si, 6.8071, 1.3849, 30.8415, 0.0168, 0.0331, -0.0113
Si, 4.123, 4.0894, 30.8944, -0.0016, 0.0187, -0.0066
Si, 9.5451, 4.1265, 30.8531, -0.0071, -0.0031, 0.004
Si, 1.366, 6.866, 30.8401, 0.0191, 0.0224, -0.0167
Si, 6.8668, 6.8064, 30.9077, -0.0432, 0.0006, 0.008
Si, 4.0864, 9.5837, 30.8551, -0.0442, -0.0373, 0.0117
Si, 9.599, 9.5499, 30.902, 0.0302, 0.018, -0.0046
Si, 2.7506, -0.0315, 0.7378, 0.0268, -0.0272, 0.0088
Si, 8.1748, 0.0083, 0.6601, -0.0267, -0.0475, -0.0509
Si, -0.0334, 2.7492, 0.6784, 0.0389, 0.0127, -0.038
Si, 5.4814, 2.7104, 0.7193, -0.0027, -0.0221, -0.0148
Si, 2.7116, 5.4848, 0.6725, -0.0014, -0.0278, -0.0335
Si, 8.218, 5.4322, 0.7469, 0.0418, -0.0179, 0.0186
Si, 0.0356, 8.1826, 0.725, 0.0139, -0.0209, -0.0048
Si, 5.4614, 8.214, 0.6761, 0.0383, -0.0048, -0.0434
Si, 4.1395, 1.3266, 2.0871, 0.0037, 0.0581, 0.0028
Si, 9.515, 1.3754, 2.0249, -0.015, 0.0883, -0.0714
Si, 1.3275, 4.1246, 2.0489, -0.0465, 0.0635, -0.0166
Si, 6.8541, 4.0384, 2.0982, -0.0265, -0.0329, -0.0251
Si, 4.0792, 6.8581, 2.0324, -0.0887, 0.0519, -0.0761
Si, 9.6185, 6.7952, 2.0829, 0.0524, -0.051, -0.0151
Si, 1.3878, 9.5374, 2.1056, 0.0206, -0.0352, -0.0376
Si, 6.8317, 9.5744, 2.0585, -0.0061, -0.0153, -0.0095
Si, -0.0535, 0.0083, 3.3217, 0.221, -0.087, 0.2964
Si, 5.4954, -0.0374, 3.5224, -0.0312, -0.0625, -0.1383
Si, 2.7059, 2.7172, 3.3227, 0.1196, -0.0186, 0.3336
Si, 8.2031, 2.6598, 3.5292, 0.078, 0.1006, -0.1189
Si, -0.0061, 5.4443, 3.5455, 0.024, -0.0057, -0.1566
Si, 5.4513, 5.4664, 3.311, 0.0626, -0.1577, 0.382
Si, 2.7636, 8.1828, 3.5143, -0.0232, 0.0019, -0.1076
Si, 8.2211, 8.1704, 3.3643, -0.0493, -0.0865, 0.1321
Si, 1.3208, 1.3451, 4.6787, -0.0316, 0.0088, -0.164
Si, 6.8798, 1.2665, 4.9364, 0.07, -0.1085, 0.1469
Si, 4.0949, 4.0838, 4.6769, -0.0316, -0.029, -0.28
Si, 9.546, 4.0363, 4.9005, 0.0471, -0.0322, 0.1284
Si, 1.3959, 6.8257, 4.8973, 0.0403, -0.0234, 0.0955
Si, 6.8566, 6.7693, 4.6919, 0.0131, -0.0011, -0.2115
Si, 4.1327, 9.5485, 4.9021, -0.0184, -0.0506, 0.1005
Si, 9.641, 9.4963, 4.7214, -0.0706, 0.111, 0.0021
Si, 2.6482, 0.0123, 6.1193, -0.0097, 0.0034, -0.0506
P, 8.3402, -0.2498, 6.2536, -0.1818, 0.2579, -0.2698
Si, -0.0098, 2.6109, 6.1894, 0.0741, -0.0889, -0.0273
Si, 5.4144, 2.7211, 6.1283, 0.0499, -0.0094, -0.0183
Si, 2.7795, 5.3983, 6.1726, 0.0353, -0.0546, -0.0305
Si, 8.1232, 5.406, 6.1923, -0.126, -0.0536, -0.0473
Si, 0.0482, 8.2396, 6.2487, 0.1083, -0.0611, -0.1414
Si, 5.5997, 8.1343, 6.1413, 0.0947, 0.0228, 0.0041
Si, 3.5054, 1.8922, 7.2195, -0.1128, 0.0898, 0.2039
Si, 10.1342, 0.6979, 7.4097, -0.5098, 0.6384, 0.4945
Si, 1.7862, 3.6114, 7.3696, -0.066, 0.0271, 0.223
Si, 6.238, 4.5027, 7.4069, 0.004, -0.008, 0.2616
Si, 4.6797, 6.2963, 7.2679, -0.0434, 0.0161, 0.2405
Si, 9.247, 7.1168, 7.3258, 0.144, -0.225, 0.2251
Si, 0.9632, 10.0555, 7.5352, 0.2687, 0.0451, 0.3664
Si, 7.5198, 8.779, 7.4369, -0.6596, 0.2726, 0.5043
O, 4.6287, 6.6224, 8.8917, 0.0573, -0.0446, -0.2596
O, 1.3632, 3.9458, 8.9489, 0.0366, -0.0852, -0.2859
O, 9.8061, 6.4917, 8.7566, -0.1278, 0.1375, -0.462
O, 1.3247, 10.1021, 9.1849, -0.1838, -0.0009, -0.535
O, 6.084, 4.2165, 9.0515, 0.0003, 0.0512, -0.2947
O, 3.7008, 1.5796, 8.8185, -0.0478, 0.0585, -0.3172
O, 7.1882, 8.9721, 9.0592, 0.1992, -0.0557, -0.3558
O, 9.6195, 0.9847, 8.9612, 0.1244, -0.1391, -0.36
O, 8.2264, 2.5559, 22.7467, 0.0684, -0.0463, 0.2912
O, 10.9704, 5.5702, 22.6496, 0.0332, -0.0761, 0.2742
O, 5.6082, 0.0968, 22.6366, 0.0518, -0.089, 0.2772
O, 5.265, 5.4132, 22.6395, -0.0566, 0.0479, 0.276
O, 2.1151, 2.8313, 22.4766, -0.0166, 0.0748, 0.2613
O, 3.3015, 7.8662, 22.5164, 0.0657, -0.0337, 0.2709
O, 8.3622, 8.7574, 22.4192, -0.0874, 0.0215, 0.2668
O, -0.2036, 11.2592, 22.7487, -0.06, 0.059, 0.2621
Si, 2.1452, 2.9919, 12.8901, 0.0285, -0.0072, 0.3179
Si, 8.7045, 1.2618, 10.281, -0.0487, 0.0914, 0.395
Si, 1.0587, 4.5255, 15.3515, -0.0034, 0.0163, 0.1711
Si, 7.5729, 5.556, 12.2044, 0.0175, 0.0078, 0.3145
Si, 2.3848, 8.2022, 21.2197, -0.0569, 0.0373, -0.2463
Si, 5.4298, 7.7613, 12.4542, -0.0141, -0.0538, 0.3772
Si, 9.254, 0.4972, 15.4506, -0.021, -0.0057, 0.1663
Si, 2.8926, -0.0355, 16.6449, -0.0205, 0.0058, 0.053
Si, 10.4707, 1.1651, 12.5629, 0.0554, 0.0047, 0.348
Si, 7.7394, 2.8512, 21.2375, -0.0038, 0.037, -0.277
Si, 9.1223, 8.8041, 14.4525, -0.0681, 0.0069, 0.1953
Si, 1.4854, 4.7687, 10.3529, 0.0876, -0.055, 0.3801
Si, 4.4502, 9.5038, 19.1376, 0.0121, -0.0013, -0.0918
Si, 11.0462, 6.1129, 21.117, 0.0021, 0.0084, -0.2613
Si, 6.6046, 10.467, 14.8326, 0.0257, 0.0137, 0.1341
Si, 5.3615, 0.7522, 21.1769, -0.0357, 0.028, -0.273
Si, 2.3672, 9.7868, 10.4152, 0.1075, -0.0764, 0.4419
Si, 0.4036, 10.6527, 21.39, 0.0649, -0.0481, -0.2225
Si, 5.8253, 5.2726, 21.1315, 0.0325, 0.0017, -0.264
Si, 3.6618, 7.0713, 10.0979, -0.0292, -0.0722, 0.378
Si, 9.0381, 5.7122, 14.8623, 0.0389, 0.005, 0.1975
Si, 3.638, 4.1008, 19.0893, -0.0034, 0.0105, -0.0978
Si, 10.0075, 3.6782, 19.3164, 0.0039, -0.0057, -0.1002
Si, 4.2617, 8.682, 15.3426, -0.0423, 0.0313, 0.2035
Si, 0.4437, 1.9417, 17.1438, 0.0092, -0.0226, 0.0215
Si, 6.7636, 7.5532, 19.2563, -0.0061, -0.0069, -0.0944
Si, 5.2472, 3.6339, 16.7455, 0.0041, 0.0199, 0.0468
Si, 7.7622, 5.0347, 17.5309, -0.0106, -0.0126, 0.034
Si, 6.7011, 9.88, 10.3321, -0.1256, 0.056, 0.4244
Si, 4.4097, 1.0151, 10.1399, 0.0185, -0.0092, 0.3094
Si, -0.0189, 9.0761, 11.9085, -0.0891, 0.0351, 0.3824
Si, 9.077, 8.6459, 20.9428, 0.0307, -0.0189, -0.2406
Si, 4.5417, 1.6813, 14.5822, 0.0246, -0.0088, 0.1911
Si, 2.4193, 2.1061, 21.0481, 0.0356, -0.0309, -0.2335
Si, 6.3685, 3.3016, 10.3722, 0.0951, 0.0355, 0.3434
Si, 3.4309, 5.936, 16.724, 0.0009, -0.017, 0.0231
Si, 9.9074, 6.5231, 10.3717, -0.0166, -0.0316, 0.5208
O, 0.0885, 2.633, 18.5784, 0.0007, 0.0084, 0.0205
O, 2.9228, 9.6421, 15.5598, 0.0221, -0.0264, -0.0526
O, 10.8415, 4.8151, 20.1485, 0.0197, 0.0455, 0.084
O, 7.5917, 2.3592, 9.8657, 0.013, 0.002, -0.0892
O, 10.9593, 5.3468, 10.8427, -0.0161, 0.0128, -0.1407
O, 6.5894, 6.6881, 12.858, -0.0053, 0.008, -0.1109
O, 10.3366, 8.0539, 10.7807, -0.025, -0.0687, -0.2286
O, 7.6528, 9.4683, 13.989, 0.0038, -0.0269, -0.0924
O, 8.4345, 6.2031, 10.9834, 0.1074, 0.0514, -0.2188
O, 5.3209, 10.5166, 20.0625, 0.0158, 0.0424, 0.09
O, 2.1931, 3.7493, 11.4324, -0.0204, 0.0789, -0.2466
O, 7.9449, 8.5674, 19.7647, 0.0402, 0.0134, 0.0729
O, 6.1777, 6.7517, 20.5566, -0.0204, -0.035, 0.0863
O, 5.5004, 2.7222, 15.4175, -0.0056, -0.0301, -0.0639
O, 1.2827, 0.9432, 20.7037, -0.0198, -0.0027, 0.0712
O, 6.1047, 8.9814, 11.5688, 0.0945, 0.1397, -0.2814
O, 4.6139, 4.9995, 16.1104, 0.0062, -0.0018, -0.0216
O, 6.5832, 3.9158, 17.642, 0.0039, -0.0005, -0.0102
O, 10.5593, 10.6567, 11.8133, -0.0012, -0.0439, -0.1563
O, 5.5624, 0.513, 13.9805, 0.0056, -0.0101, -0.0843
O, 7.9918, 5.1241, 15.935, 0.0197, 0.0096, -0.0679
O, 9.7336, 9.8623, 15.5464, 0.0137, -0.0264, -0.0659
O, -0.4089, 5.1748, 15.1792, -0.0238, 0.007, -0.0576
O, 1.5386, 6.8593, 20.8041, 0.0104, -0.001, 0.072
O, 1.4755, 0.6459, 17.1579, 0.0089, -0.0022, -0.0095
O, 6.5669, 1.7935, 20.8143, 0.0089, -0.0122, 0.0783
O, 1.0053, 1.8121, 12.8227, -0.0278, -0.0387, -0.1085
O, 3.2302, 5.5141, 18.3165, 0.0064, -0.0052, 0.0177
O, 9.5739, 1.9867, 11.4732, -0.0881, -0.0186, -0.2382
O, 1.0393, 3.1316, 16.1997, 0.0089, 0.024, -0.0469
O, 8.6137, 5.1547, 13.3925, -0.0695, -0.012, -0.1965
O, 10.2628, 8.5692, 13.3052, 0.1055, 0.0118, -0.2126
O, 1.4188, 9.4205, 21.7037, 0.0023, -0.001, 0.0563
O, 10.0588, 9.9453, 20.6103, 0.0022, 0.0092, 0.0706
O, 3.2177, 0.1742, 10.9243, -0.0172, 0.0097, -0.135
O, 5.124, 2.3211, 10.851, -0.0491, -0.062, -0.1267
O, 1.7004, 4.1738, 13.9069, 0.0255, -0.0482, -0.1531
O, 7.9569, 10.8246, 10.8044, -0.0063, -0.0309, -0.1078
O, 9.1175, 4.4971, 18.2297, 0.0115, -0.0068, 0.0196
O, 5.6312, 9.5211, 15.767, 0.0098, -0.0101, -0.0486
O, 5.5493, -0.0714, 9.7507, 0.0225, -0.0208, -0.1761
O, 3.581, 2.337, 13.407, -0.0616, 0.027, -0.1347
O, 1.9815, 5.6774, 16.0327, -0.0132, -0.0163, -0.0553
O, 9.6689, 1.0829, 13.9778, 0.0559, 0.0351, -0.2075
O, 4.3822, 6.9202, 11.5392, -0.0777, -0.0081, -0.2132
O, 4.7279, 4.5065, 20.2194, 0.0381, 0.0238, 0.0882
O, 9.947, 1.396, 16.5904, -0.0192, -0.0167, -0.053
O, 6.7431, 4.2603, 11.6474, -0.0413, -0.1165, -0.194
O, 5.5513, 8.4228, 18.5871, 0.0014, -0.0023, 0.0249
O, 9.0431, 2.7563, 20.2617, -0.0415, -0.0165, 0.084
O, 3.5889, 1.1436, 15.7819, 0.0289, 0.0244, -0.0639
O, 4.2017, 3.092, 17.9058, -0.0026, -0.0013, 0.0133
O, 9.8832, 7.2277, 20.8897, 0.0071, -0.0055, 0.0654
O, 3.3629, 8.6475, 9.8197, -0.0181, 0.0296, -0.1278
O, 3.9425, 7.4409, 16.3593, 0.0189, 0.031, -0.0531
O, 7.6227, 0.5108, 15.6715, 0.0048, -0.0088, -0.0425
O, 8.9153, 7.327, 15.0622, 0.0033, 0.0137, -0.0666
O, 3.9041, 1.4621, 21.1699, 0.015, -0.0004, 0.0651
O, 1.6114, 9.1086, 11.7179, 0.0787, 0.0352, -0.2088
O, 2.3483, 6.127, 10.1069, 0.0256, 0.0308, -0.1169
O, 7.3187, 6.4767, 18.1581, -0.0029, 0.0111, 0.0176
O, 7.1927, 4.3854, 21.1305, -0.0016, -0.0242, 0.0737
O, 4.5793, 8.2529, 13.779, 0.0656, -0.0468, -0.2354
O, 3.3003, 8.6899, 19.9694, -0.0354, -0.0328, 0.0887
O, 2.4705, 3.2543, 19.8682, -0.0169, -0.0378, 0.0779
O, 3.7062, 10.369, 17.964, 0.0054, -0.01, 0.0137

Results
free energy: -131310.743 eV
free energy less fixed offsets of O -568.88, P -755.39, Si -635.61 eV per atom: -6.673 eV

The program warned: the cutoff lies below the one the program advises for these potential files; the exchange-correlation potential is rough where the density is thin.
